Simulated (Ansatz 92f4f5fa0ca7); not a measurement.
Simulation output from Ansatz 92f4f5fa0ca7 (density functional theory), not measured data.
Periodic cell of 171 atoms, Si99O72, from a study of silicon, its oxide and their interface. The atomic structure is a simulated model.

Settings: functional PBE; potential files Ansatz PAW; basis plane waves; wave-function cutoff 700 eV; density cutoff ratio 5; exchange-correlation grid ratio 2; k mesh 2 x 2 x 1, shifted by 0.5 0.5 0.5 of a step; self-consistency stop 5e-08 eV per atom in the density residual; occupations Fermi-Dirac, 0.05 eV; spin none; net charge 0.

Cell vectors (angstrom)
a, 11.5983, 0, 0
b, 0, 11.5983, 0
c, 4.8384, 4.6398, 23.3019

Atoms and the computed forces on them: element, x, y, z (angstrom), force x, y, z (eV/angstrom)
Si, 6.6677, 2.6995, 0.0027, 0.0358, 0.0978, -0.3584
Si, 6.6952, 5.7779, 0.563, 0.0559, 0.1485, -0.6103
Si, 6.6812, 8.7953, -0.0051, 0.0914, -0.1233, -0.4109
Si, -0.9833, 2.3837, -0.0581, -0.0018, 0.237, -0.4758
Si, -1.0367, 5.4574, 0.5611, 0.0141, 0.0404, -0.7058
Si, -1.1413, 8.5088, 0.1583, 0.0305, -0.1995, -0.5978
Si, 2.9408, 2.3815, -0.2243, -0.1114, 0.0807, -0.149
Si, 2.8425, 5.4993, 0.3782, -0.0294, 0.0412, -0.4432
Si, 2.8134, 8.6063, 0.0834, -0.1018, -0.1698, -0.4113
Si, 8.6287, 1.8432, 1.2042, -0.0537, 0.1278, -0.1752
Si, 8.6331, 5.6079, 1.8314, -0.0267, -0.005, -0.1431
Si, 8.5763, 9.2361, 1.3786, -0.0416, -0.0001, -0.1018
Si, 0.9846, 1.7868, 1.1571, 0.0594, 0.0382, -0.0642
Si, 0.9451, 5.4801, 1.7489, 0.1026, 0.0485, -0.1053
Si, 0.8643, 9.1908, 1.3159, -0.0554, -0.0899, -0.1931
Si, 4.7723, 1.8892, 1.2534, 0.0423, 0.0964, -0.0942
Si, 4.7145, 5.6303, 1.7687, -0.0126, -0.0283, -0.1737
Si, 4.738, 9.2696, 1.3085, 0.0574, -0.0774, -0.1469
Si, 8.6308, 3.5413, 2.8666, -0.0261, -0.0911, 0.339
Si, 8.6148, 7.5838, 3.02, -0.0236, 0.1293, 0.4026
Si, 8.6184, 11.3392, 2.5488, 0.0182, 0.0296, -0.0395
Si, 0.949, 3.4596, 2.8633, 0.0469, -0.2634, 0.2407
Si, 0.9036, 7.5019, 2.9273, -0.0061, 0.0146, 0.2392
Si, 0.9085, 11.3155, 2.5207, 0.0207, 0.0944, -0.1166
Si, 4.7416, 3.5953, 2.8894, -0.0422, -0.1136, 0.2667
Si, 4.7193, 7.6085, 2.9722, 0.0085, 0.1637, 0.286
Si, 4.7565, 11.3453, 2.5383, -0.0238, 0.0623, -0.0183
Si, 6.6916, 3.5976, 4.2029, 0.0557, -0.2171, -0.1466
Si, 6.6559, 7.5678, 4.304, 0.0185, -0.0242, -0.1195
Si, 6.6843, 11.2945, 3.9951, 0.0321, -0.0531, 0.0039
Si, -1.0082, 3.516, 4.1946, -0.078, -0.0513, -0.141
Si, -1.0066, 7.5388, 4.2822, 0.136, 0.1413, -0.0943
Si, -1.0208, 11.3194, 3.9809, -0.0141, 0.0434, 0.0323
Si, 2.8323, 3.5283, 4.2757, -0.0267, -0.0276, -0.0926
Si, 2.7934, 7.5691, 4.3212, -0.0677, 0.111, -0.0552
Si, 2.821, 11.3163, 4.0069, -0.0065, 0.0552, 0.0551
Si, 6.6988, 1.5941, 5.4069, -0.0368, 0.1127, -0.0408
Si, 6.6728, 5.5713, 5.4878, -0.0301, 0.0412, 0.1394
Si, 6.6811, 9.4764, 5.6575, -0.0081, 0.0849, 0.1364
Si, -1.0729, 1.5628, 5.5019, 0.0919, -0.0589, 0.0341
Si, -0.9959, 5.5199, 5.4365, -0.0352, 0.0883, 0.1399
Si, -0.9377, 9.4919, 5.5967, -0.1317, -0.1074, -0.0024
Si, 2.8841, 1.5476, 5.5585, -0.0643, -0.0802, -0.0119
Si, 2.7873, 5.5452, 5.5029, 0.0578, 0.0636, 0.0836
Si, 2.7396, 9.521, 5.6624, 0.1563, -0.1085, -0.0965
Si, 8.5367, 1.5819, 6.8528, -0.0838, -0.0924, -0.0739
Si, 8.6642, 5.5815, 6.7305, 0.1087, 0.0289, -0.3117
Si, 8.7413, 9.4408, 6.9716, 0.0896, 0.0351, -0.2052
Si, 0.8812, 1.5288, 6.8487, -0.0724, -0.0899, -0.2384
Si, 0.8682, 5.585, 6.8667, -0.0677, 0.0971, -0.1678
Si, 0.8717, 9.4741, 7.2014, -0.0275, 0.009, 0.1853
Si, 4.8983, 1.5801, 6.8895, 0.1228, -0.0826, 0.0403
Si, 4.7252, 5.5542, 6.8112, -0.0352, 0.0129, -0.2946
Si, 4.6672, 9.4863, 7.0371, 0.0052, -0.027, -0.066
Si, 8.6096, 3.6626, 7.9896, -0.1187, 0.0425, 0.1342
Si, 8.7292, 7.3878, 8.2263, 0.2419, -0.1508, 0.2238
Si, 8.6074, 11.3312, 8.3711, -0.0466, -0.1271, 0.0909
Si, 0.9169, 3.5573, 7.9856, 0.0118, 0.0319, 0.2048
Si, 0.823, 7.3327, 8.501, -0.0153, -0.0424, 0.1253
Si, 0.844, 11.4996, 8.577, -0.0051, 0.1797, 0.1839
Si, 4.8387, 3.6295, 8.1012, 0.1589, 0.0526, 0.1754
Si, 4.6038, 7.3924, 8.2569, -0.1766, -0.1156, 0.2809
Si, 4.8881, 11.382, 8.468, 0.0226, -0.1923, 0.0918
Si, 6.7727, 4.17, 9.3837, -0.0268, 0.1095, 0.3972
Si, 6.6778, 7.2802, 9.2944, -0.1236, -0.0132, 0.317
Si, 6.8148, 10.4224, 9.7852, 0.0984, 0.1731, 0.4011
Si, 10.5647, 3.6266, 9.2406, -0.0548, -0.0791, 0.4456
Si, 10.4722, 6.7422, 9.8727, -0.1025, -0.0103, 0.4102
Si, 10.3741, 12.1267, 9.7935, -0.0778, 0.1529, 0.4603
Si, 2.8478, 3.6183, 9.2937, 0.0102, -0.0457, 0.5368
Si, 2.759, 6.7264, 9.7886, 0.0911, -0.0898, 0.2734
Si, 2.9373, 12.1317, 9.6108, -0.032, 0.1775, 0.2639
Si, 2.9806, 15.7742, 18.4815, -0.0797, -0.0534, -0.2295
Si, 6.439, 16.4234, 14.0974, -0.0188, 0.0936, 0.2342
Si, 2.6823, 11.173, 12.442, -0.1175, 0.179, 0.5096
Si, 2.2334, 8.0417, 12.7174, -0.0465, -0.0354, 0.4876
Si, 5.2786, 9.0929, 18.9261, -0.0053, 0.1311, -0.1659
Si, 8.5625, 16.8966, 20.4195, 0.1248, 0.0359, -0.4733
Si, 3.3617, 12.6661, 14.8615, -0.0667, 0.0847, 0.2614
Si, 10.3314, 2.307, 15.3114, 0.0238, 0.1084, 0.1796
Si, 4.2523, 6.5489, 14.664, 0.1656, -0.1079, 0.0798
Si, 9.2221, 8.2657, 15.6195, -0.0692, 0.0502, 0.2616
Si, 9.6643, 11.0739, 14.8646, 0.1423, 0.0289, 0.3368
Si, 5.025, 10.9022, 16.8514, -0.0243, 0.0419, -0.004
Si, 5.9247, 11.8728, 19.3727, -0.0698, -0.2113, -0.1894
Si, 10.7469, 7.1686, 13.0071, 0.0102, -0.1622, 0.515
Si, 6.9735, 14.3824, 20.5938, -0.298, -0.1772, -0.4345
Si, 4.0368, 13.8934, 20.5401, 0.0665, -0.064, -0.4819
Si, 0.5737, 0.6778, 13.9625, 0.0065, 0.1038, 0.2432
Si, 8.4545, 11.5964, 12.1351, 0.0282, -0.1374, 0.3019
Si, 6.2335, 8.3955, 16.2755, -0.0106, 0.0142, 0.0624
Si, 9.2753, 16.2587, 13.7019, -0.1292, -0.0598, 0.3402
Si, 10.1493, 6.443, 18.1243, 0.08, -0.1117, -0.2657
Si, 11.2938, 15.3661, 20.6878, 0.1169, -0.0036, -0.3893
Si, 11.5695, 15.2965, 17.7897, 0.0503, 0.1106, -0.2276
Si, 4.3249, 15.5146, 15.8061, 0.0309, -0.0063, 0.1358
Si, 7.5765, 14.5835, 12.0818, 0.0454, 0.3704, 0.5278
Si, 12.1583, 6.5751, 20.4045, 0.1806, -0.0338, -0.4129
Si, 3.507, 6.7829, 20.254, -0.1893, 0.1036, -0.6099
O, 4.507, 7.9885, 19.8055, -0.061, -0.1402, 0.2028
O, 6.4519, 2.2538, -1.5725, -0.0483, 0.0597, 0.4405
O, 4.48, 12.4395, 19.9229, 0.0104, 0.0659, 0.1493
O, 6.686, 7.1574, -0.4287, 0.0074, 0.0415, 0.5717
O, 6.7617, 9.6926, -1.4066, -0.0228, -0.2654, 0.3621
O, 12.4367, 16.545, 20.4999, -0.0039, -0.0014, 0.1094
O, -1.0442, 4.0571, -0.38, -0.0185, -0.3261, 0.438
O, -0.8878, 1.6328, -1.5618, 0.0563, 0.1587, 0.6612
O, -1.034, 6.8855, -0.3181, 0.0316, 0.306, 0.4912
O, -1.4736, 9.2101, -1.2973, 0.0505, -0.0571, 0.3751
O, 10.5778, 5.5998, 13.4799, -0.0164, 0.1038, -0.2124
O, 9.9081, 16.165, 20.9865, -0.0781, 0.0174, 0.1758
O, 8.8545, 17.8602, 19.1138, -0.1063, -0.1188, 0.3445
O, 5.8892, 9.9484, 15.8392, -0.0109, -0.0135, -0.0184
O, 5.9178, 15.8302, 15.5446, -0.0188, 0.0253, -0.1854
O, 2.8154, 6.9826, -0.4526, -0.0092, 0.2697, 0.43
O, 2.8239, 9.599, -1.2444, 0.0782, -0.2143, 0.2567
O, 9.4028, 9.8682, 15.9277, -0.0066, 0.0242, -0.1283
O, 6.6978, 8.765, 10.1369, 0.0042, 0.28, -0.4821
O, 7.1973, 10.9775, 11.3021, -0.1489, -0.0668, -0.2286
O, 8.0155, 13.1058, 12.5295, -0.0086, -0.1521, -0.1574
O, 6.3489, 8.3409, 17.9212, -0.0351, 0.016, 0.0354
O, 7.9309, 17.0866, 14.1656, 0.014, -0.0806, -0.1376
O, 11.2448, 11.0116, 14.4145, -0.0182, 0.0391, -0.1449
O, 9.8938, 7.9863, 14.1526, 0.1104, -0.0377, -0.331
O, 10.2559, 7.3677, 11.444, 0.0079, -0.1853, -0.8186
O, 10.4532, 13.7846, 10.1231, 0.024, -0.1445, -0.4456
O, 10.6139, 5.0799, 10.0965, -0.1418, 0.1623, -0.1911
O, 2.7999, 5.0648, 10.1884, 0.0125, 0.3817, -0.4498
O, 7.6499, 15.6598, 19.8492, 0.015, 0.0537, 0.1581
O, 10.5939, 16.5819, 17.5383, -0.0199, 0.0578, 0.0971
O, 3.8404, 14.219, 14.9416, -0.0246, -0.1077, -0.1114
O, 2.8887, 13.7518, 10.1547, 0.0069, -0.2991, -0.4979
O, 3.2141, 11.1756, 10.9297, 0.0351, 0.1007, -0.1343
O, 2.924, 14.6001, 19.5978, 0.0951, -0.1031, 0.2046
O, 2.3972, 9.6468, 12.8913, 0.0483, -0.0205, -0.1358
O, 4.1012, 15.2961, 17.3919, -0.0264, 0.0077, 0.0638
O, -0.3363, 2.0309, 13.9839, 0.0123, -0.1348, -0.1021
O, 11.3688, 7.0202, 19.0459, 0.0885, -0.0066, 0.2388
O, 4.2394, 9.9087, 17.9183, 0.1214, -0.0495, 0.0596
O, 3.7405, 11.9481, 13.4377, -0.0176, -0.1227, -0.2542
O, 9.8602, 11.5142, 11.2744, 0.1811, 0.094, -0.3395
O, 5.3848, 5.9813, 13.6181, 0.0436, -0.0514, -0.0425
O, 3.1746, 7.4226, 13.8762, -0.1616, 0.0841, -0.2526
O, 0.7068, 7.6057, 13.0707, 0.0481, 0.0107, -0.1556
O, 11.2494, 14.2149, 16.6204, -0.0174, -0.024, 0.0659
O, 5.3947, 14.7915, 20.6506, 0.0638, 0.0256, 0.1906
O, 2.6906, 7.5613, 11.2289, 0.1028, -0.2769, -0.4312
O, 6.4149, 15.1551, 13.0791, 0.1288, -0.1162, -0.2676
O, 1.7522, 12.5234, 15.0636, 0.0373, -0.0356, -0.1137
O, 2.9003, 4.0595, -0.5356, 0.0087, -0.1744, 0.3429
O, 6.986, 3.0363, 10.5785, -0.0946, 0.1251, -0.1697
O, 8.6994, 10.8386, 13.5649, -0.0725, 0.1204, -0.3356
O, 9.8891, 7.426, 16.8555, -0.029, -0.0148, -0.0163
O, 1.2575, 0.405, 12.512, 0.0514, -0.109, -0.1186
O, 1.5276, 15.8124, 17.7264, 0.0155, 0.0054, 0.0994
O, 7.6258, 7.9307, 15.5961, 0.0122, 0.0118, -0.0403
O, 6.7181, 5.7392, 10.0714, 0.0518, -0.0436, -0.5778
O, 11.2432, 14.5929, 19.2378, -0.0262, 0.0543, 0.2993
O, 8.9088, 15.5235, 12.2911, -0.0238, -0.0852, -0.2289
O, 7.0982, 12.9025, 19.8675, 0.0478, 0.1859, 0.1421
O, 3.0446, 1.5298, -1.6678, -0.1268, 0.3345, 0.3852
O, 9.464, 3.6177, 14.9451, -0.0611, 0.0159, -0.1942
O, 3.496, 16.8553, 15.3403, 0.0334, 0.0911, -0.0902
O, 6.0051, 11.8738, 17.733, -0.0028, 0.0511, 0.1177
O, 1.9812, 7.3646, 20.3678, -0.0226, -0.0214, 0.1376
O, 5.0095, 7.4293, 15.8077, -0.0523, -0.0273, -0.0453
O, 3.4842, 17.1918, 19.1241, 0.0549, 0.1091, 0.2154
O, 6.0282, 10.2736, 19.8208, -0.0174, 0.0604, 0.1084
O, 6.7212, 4.3545, -0.2921, -0.0077, -0.4014, 0.3169
O, 3.9949, 11.8415, 16.0849, -0.0138, -0.0083, -0.1099
O, 9.4369, 12.5492, 15.5728, -0.0585, -0.0522, -0.1312

Results
free energy: -103892.570 eV
free energy less fixed offsets of O -569.03, Si -635.61 eV per atom: 2.980 eV
pressure: -0.72 GPa
stress xx, yy, zz, yz, xz, xy (GPa, positive in tension): -0.74, 2.53, 0.37, 0.1, 0.04, 0.24

The program warned: the cutoff lies below the one the program advises for these potential files.
